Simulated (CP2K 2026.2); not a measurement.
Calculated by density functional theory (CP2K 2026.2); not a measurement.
Periodic cell of 505 atoms, Si360O143H2, from a study of silicon, its oxide and their interface. The atomic structure is a simulated model.
Doubt: the forces sum to 2.39 eV/angstrom along one axis rather than to zero, so they err by at least 0.0047 eV/angstrom per atom on average; the grid cutoff is modest.

Settings: functional PBE; method Gaussian and plane waves; basis set DZVP-MOLOPT-SR-GTH; pseudopotentials GTH-PBE; grid cutoff 350 Ry, relative cutoff 50 Ry; k points Gamma only; occupations fixed; spin none; net charge 0.

Cell vectors (angstrom)
a	16.32	0	0
b	0	16.32	0
c	-6.0732	-3.6162	34.07

Atoms and the computed forces on them: element, x, y, z (angstrom), force x, y, z (eV/angstrom)
Si	1.663	14.859	0.066	-0.15	0.091	-0.276
Si	-1.739	-2.438	33.94	0.043	0.133	-0.012
Si	1.158	4.142	0.161	0.02	0.068	-0.25
Si	3.723	7.08	0.199	0.142	-0.165	-0.368
Si	1.496	9.31	0.012	0.016	0.109	-0.335
Si	-2.247	8.976	34.058	0.028	-0.268	-0.471
Si	6.454	15.216	0.135	0.173	-0.054	-0.127
Si	9.418	1.611	0.036	-0.021	0.015	-0.248
Si	7.194	3.83	0.026	-0.173	0.167	-0.285
Si	9.314	6.888	0.285	0.072	-0.03	-0.214
Si	1	5.415	34.02	-0.205	0.108	-0.473
Si	9.915	11.798	0.112	-0.149	0.158	-0.392
Si	12.423	14.672	0.174	-0.048	0.004	-0.258
Si	14.52	1.618	0.092	0.026	-0.163	-0.356
Si	12.499	4.004	0.188	0.033	0.039	-0.114
Si	15.323	6.413	0.054	-0.23	0.117	-0.309
Si	12.243	9.707	0.224	0.04	-0.171	-0.343
Si	14.771	12.641	0.156	0.105	0.027	-0.383
Si	2.818	0.07	1.389	0.08	-0.044	-0.247
Si	5.497	2.713	1.297	0.143	-0.056	-0.279
Si	2.702	5.375	1.46	-0.068	0.121	-0.177
Si	5.431	8.13	1.421	-0.044	0.065	-0.118
Si	2.693	10.934	1.3	0.035	0.035	-0.227
Si	5.352	13.649	1.459	-0.028	0.02	-0.097
Si	8.182	0.027	1.352	-0.169	0.029	-0.274
Si	10.881	2.798	1.452	0.016	0.008	-0.242
Si	8.104	5.395	1.575	0.03	0.008	-0.255
Si	10.983	8.106	1.465	-0.125	0.082	-0.272
Si	8.139	10.76	1.279	0.086	-0.049	-0.13
Si	10.892	13.487	1.477	0.009	-0.1	-0.198
Si	13.515	0.011	1.478	0.017	-0.093	-0.178
Si	-0.081	2.64	1.431	-0.163	0.052	-0.144
Si	13.738	5.419	1.541	0.048	0.055	-0.275
Si	-0.009	8.14	1.372	-0.044	-0.134	-0.143
Si	13.719	10.962	1.492	-0.078	0.138	-0.149
Si	0.021	13.776	1.453	0.131	-0.046	-0.214
Si	1.372	1.347	2.755	0.02	-0.01	0.041
Si	4.132	4.039	2.747	0.026	-0.008	-0.034
Si	1.351	6.789	2.808	-0.032	-0.027	0.1
Si	4.1	9.597	2.725	-0.041	0.019	0.073
Si	1.343	12.272	2.744	0.012	-0.012	0.046
Si	4.067	15.006	2.851	-0.059	-0.004	0.18
Si	6.827	1.377	2.78	0.057	0.006	-0.054
Si	9.547	4.107	2.875	0.076	-0.031	0.176
Si	6.709	6.758	2.854	-0.031	-0.016	0.154
Si	9.518	9.479	2.782	0.024	-0.063	0.05
Si	6.801	12.208	2.675	0.077	-0.038	-0.052
Si	9.493	14.927	2.733	0.045	0.012	0.019
Si	12.169	1.358	2.835	-0.059	0.078	0.116
Si	15.001	4.017	2.904	0.023	-0.039	0.152
Si	12.326	6.787	2.841	0.002	-0.038	0.079
Si	15.01	9.517	2.794	0.057	-0.087	0.031
Si	12.291	12.23	2.879	0.012	0.017	0.197
Si	14.984	15.071	2.848	-0.05	0.047	0.102
Si	0.05	0.044	4.219	-0.078	-0.048	-0.005
Si	2.739	2.711	4.13	0.01	-0.006	-0.007
Si	0.031	5.427	4.238	-0.01	0.043	-0.112
Si	2.748	8.192	4.132	-0.006	-0.063	-0.13
Si	0.036	10.887	4.16	0.051	0.027	0.014
Si	2.701	13.602	4.176	-0.002	0.077	-0.073
Si	5.474	0.018	4.193	0.014	0.002	-0.074
Si	8.176	2.718	4.206	-0.072	-0.014	-0.091
Si	5.397	5.389	4.211	0.058	0.062	0.044
Si	8.143	8.124	4.174	0.095	0.065	-0.091
Si	5.463	10.908	4.133	-0.076	-0.04	0.009
Si	8.142	13.563	4.099	0.003	0.015	0.053
Si	10.829	-0.041	4.173	0.029	0.062	-0.019
Si	13.573	2.684	4.23	0.053	0.032	-0.09
Si	10.933	5.456	4.217	-0.011	-0.063	0.016
Si	13.646	8.182	4.19	-0.044	-0.019	0.047
Si	10.883	10.851	4.195	-0.045	0.007	-0.101
Si	13.644	13.643	4.205	-0.061	-0.051	-0.042
Si	1.36	-1.375	16.552	-0.01	-0.005	0.033
Si	4.08	1.35	16.548	0.006	-0.016	0.042
Si	1.354	4.074	16.566	0.006	0.031	0.032
Si	4.113	6.817	16.549	-0.049	-0.045	0.029
Si	1.384	9.535	16.563	0	0.015	0.061
Si	4.096	12.238	16.568	0.024	-0.004	0.066
Si	6.805	-1.368	16.535	0.024	-0.02	0.014
Si	9.547	1.361	16.537	0.009	0.012	0.025
Si	6.811	4.08	16.549	-0.029	0.001	0.042
Si	9.516	6.788	16.547	-0.025	-0.006	0.053
Si	6.79	9.511	16.539	0.016	0.039	0.012
Si	9.546	12.259	16.531	-0.015	-0.018	0.024
Si	12.229	-1.36	16.53	-0.016	0.08	0.019
Si	-1.34	1.361	16.542	0.005	-0.044	0.023
Si	12.251	4.088	16.518	0.003	-0.002	0.04
Si	-1.34	6.81	16.564	0.003	0.021	0.052
Si	12.254	9.508	16.55	0.01	-0.034	0.04
Si	-1.348	12.217	16.541	-0.002	-0.012	0.029
Si	2.699	0.004	17.927	0.01	-0.043	-0.009
Si	5.465	2.693	17.909	-0.042	0.08	0.046
Si	2.747	5.448	17.894	0.069	0.014	0.106
Si	5.461	8.158	17.963	0.036	0.016	-0.033
Si	2.771	10.859	17.968	-0.056	0.009	-0.042
Si	5.429	13.636	17.942	0.025	-0.039	0.091
Si	8.22	-0.053	17.883	-0.094	0.027	-0.016
Si	10.881	2.765	17.903	0.051	-0.049	0.105
Si	8.133	5.459	17.948	0.098	-0.005	0.015
Si	10.907	8.12	17.912	-0.002	0.066	0.046
Si	8.151	10.908	17.855	-0.04	-0.036	0.065
Si	10.898	13.605	17.941	-0.011	-0.017	0.018
Si	-2.737	0.013	17.88	-0.031	-0.002	0.034
Si	-0.009	2.715	17.96	0.024	-0.035	-0.02
Si	-2.698	5.413	17.91	-0.101	0.013	-0.011
Si	0.001	8.207	17.938	0.032	-0.074	0.113
Si	-2.73	10.889	17.931	0.088	-0.003	0.025
Si	0.035	13.537	17.918	-0.017	0.088	0.083
Si	1.336	1.331	19.327	0.042	0.031	-0.021
Si	4.088	4.059	19.282	-0.047	-0.015	-0.014
Si	1.428	6.855	19.266	-0.001	0.108	-0.175
Si	4.17	9.545	19.364	-0.013	0.009	0.019
Si	1.425	12.21	19.354	-0.12	0.054	0.054
Si	4.018	-1.35	19.338	0.005	0.029	-0.049
Si	6.851	1.286	19.217	0.061	-0.027	-0.147
Si	9.506	4.102	19.308	-0.044	0.009	-0.072
Si	6.771	6.786	19.374	-0.015	-0.054	-0.025
Si	9.477	9.502	19.188	-0.021	-0.001	-0.218
Si	6.863	12.305	19.28	0.113	0.058	-0.084
Si	9.58	-1.335	19.335	0.029	0.038	0.007
Si	12.292	1.452	19.274	0.051	0.047	-0.051
Si	-1.379	4.073	19.335	0	-0.008	0.005
Si	12.266	6.737	19.305	-0.004	0.01	-0.005
Si	-1.381	9.564	19.344	-0.038	-0.009	-0.086
Si	12.21	12.21	19.329	0.043	0.008	-0.054
Si	-1.441	-1.452	19.194	-0.068	-0.176	-0.095
Si	-0.137	-0.087	20.514	-0.009	0.125	0.17
Si	2.709	2.714	20.691	0.03	0.027	0.259
Si	0.046	5.47	20.563	0.117	0.052	0.146
Si	2.805	8.178	20.717	-0.008	-0.128	0.087
Si	0.02	10.894	20.748	0.056	0.095	0.357
Si	2.7	13.608	20.804	0.082	-0.077	0.233
Si	5.456	0.022	20.607	-0.045	-0.071	0.233
Si	8.193	2.614	20.588	0.135	0.046	0.265
Si	5.43	5.37	20.748	-0.091	-0.044	0.29
Si	8.179	8.194	20.636	-0.034	0.09	0.159
Si	5.539	10.977	20.684	0.045	0.005	0.173
Si	8.234	13.644	20.731	-0.048	-0.089	0.267
Si	10.982	0.074	20.627	-0.066	0.101	0.341
Si	-2.735	2.788	20.805	-0.042	-0.104	0.196
Si	10.867	5.434	20.729	-0.019	0.026	0.209
Si	-2.736	8.138	20.674	0.062	0.061	0.253
Si	10.766	10.839	20.586	-0.007	-0.049	0.185
Si	-2.737	13.531	20.713	0.069	0.231	0.262
Si	0.916	-1.59	21.94	-0.054	-0.203	0.167
Si	4.344	1.575	21.988	-0.093	0.048	0.234
Si	1.502	4.317	21.981	0.035	-0.032	0.109
Si	3.77	6.485	22.07	0.218	-0.021	0.29
Si	1.278	9.352	22.061	0.01	0.115	0.346
Si	4.481	12.562	22.09	-0.11	0.032	0.27
Si	6.636	-1.461	21.997	-0.019	0.032	0.308
Si	9.844	1.63	22.02	-0.178	-0.159	0.068
Si	6.621	3.674	21.949	0.026	-0.002	0.266
Si	9.659	7.013	22.025	0.071	0.052	0.314
Si	7.161	9.844	21.978	-0.072	-0.092	0.269
Si	9.38	12.034	22.098	0.083	0.047	0.27
Si	-3.81	-1.093	21.987	0.05	0.063	0.087
Si	-1.583	1.069	21.968	-0.02	-0.116	0.034
Si	11.985	3.947	22.214	-0.028	0.091	0.219
Si	-0.961	7.094	21.89	-0.301	-0.088	0.287
Si	11.821	9.215	21.886	0.133	-0.171	0.21
Si	-1.207	12.4	22.159	-0.061	-0.191	0.025
Si	7.526	9.182	29.216	-0.095	0.001	-0.27
Si	9.152	8.731	26.589	0.067	-0.059	0.371
Si	5.399	-2.53	27.136	0.04	0.039	0.28
Si	1.04	5.372	28.154	0.115	0.064	-0.134
Si	1.831	10.126	25.15	-0.169	-0.05	0.568
Si	1.723	10.802	31.637	-0.238	0.017	-0.692
Si	4.628	2.093	27.17	0.176	0.076	0.338
Si	0.67	1.178	31.076	0.263	-0.16	-0.587
Si	4.496	12.379	32	0.2	0.064	-0.429
Si	5.264	7.106	29.531	0.092	0.082	-0.382
Si	-4.506	-0.14	29.122	-0.16	0.187	-0.336
Si	4.996	2.268	32.191	-0.045	-0.15	-0.483
Si	0.985	12.615	29.468	0.032	0.11	-0.27
Si	0.292	8.029	26.852	-0.058	0.045	0.291
Si	-5.216	11.929	31.199	0.123	-0.231	-0.65
Si	8.773	0.264	29.736	0.079	0.017	-0.346
Si	-3.942	-2.023	26.803	0.146	0.077	0.309
Si	-3.511	11.886	28.692	-0.016	0.029	-0.07
Si	-1.326	3.792	26.646	-0.003	0.202	0.478
Si	6.539	9.281	24.913	0.074	0.106	0.585
Si	-2.732	10.435	24.15	-0.062	-0.006	0.424
Si	0.729	6.155	31.025	0.158	-0.002	-0.521
Si	5.121	6.756	24.871	-0.169	-0.114	0.679
Si	-2.015	9.452	28.442	0.083	-0.064	-0.178
Si	-3.221	-0.597	31.829	-0.06	0.025	-0.476
Si	7.113	0.119	26.982	-0.328	-0.034	0.377
Si	2.967	8.288	31.195	0.071	-0.3	-0.619
Si	6.465	4.961	31.57	-0.036	0.135	-0.694
Si	2.985	-1.592	28.954	-0.027	-0.113	-0.068
Si	8.784	-2.583	31.108	-0.114	0.259	-0.646
Si	0.226	2.508	24.188	-0.168	0.095	0.199
Si	3.515	1.074	29.885	-0.112	-0.284	-0.418
Si	9.777	9.023	31.314	-0.142	0.054	-0.573
Si	-3.717	5.357	25.121	-0.114	0.093	0.598
Si	4.027	5.119	27.303	-0.076	-0.171	0.284
Si	-4.307	9.994	26.757	-0.263	-0.332	0.47
Si	4.529	11.574	25.085	0.122	0.043	0.502
Si	7.929	5.344	24.165	0.157	-0.038	0.373
Si	8.613	3.078	31.005	0.374	-0.186	-0.656
Si	10.673	-2.415	24.271	0.13	-0.084	0.362
Si	10.715	4.382	29.152	-0.073	-0.049	-0.268
Si	1.614	-1.69	25.202	-0.041	-0.636	0.096
Si	-1.808	7.482	24.656	0.015	-0.1	0.691
Si	6.423	12.157	29.616	0.126	-0.213	-0.482
Si	8.433	-0.188	24.239	-0.097	0.175	0.261
Si	-1.087	-1.559	26.372	-0.027	-0.071	0.232
Si	9.72	5.554	26.537	0.084	0.16	0.445
Si	-1.804	7.875	31.137	-0.161	0.093	-0.576
Si	-4.647	6.648	31.148	0.032	-0.004	-0.631
Si	2.977	0.971	24.754	0.235	-0.047	0.685
Si	-1.855	2.291	31.417	-0.201	0.266	-0.62
Si	-3.176	2.655	28.842	-0.203	0.149	-0.26
Si	0.152	-1.006	28.947	0.026	0.041	-0.225
Si	0.609	12.364	26.64	0.092	0.033	0.321
Si	1.372	14.959	5.575	-0.033	-0.047	-0.026
Si	4.09	1.37	5.549	0.005	-0.039	-0.067
Si	1.408	4.061	5.565	0.009	0.069	-0.038
Si	4.067	6.806	5.543	-0.039	-0.01	-0.021
Si	1.392	9.528	5.541	0.012	0.03	-0.052
Si	4.095	12.25	5.53	0.035	0.02	-0.048
Si	6.821	14.932	5.529	-0.028	0.034	-0.051
Si	9.514	1.337	5.571	-0.04	-0.044	-0.026
Si	6.803	4.071	5.574	0.029	-0.006	-0.033
Si	9.532	6.8	5.563	-0.008	0.016	-0.03
Si	6.798	9.522	5.529	0.005	-0.002	-0.05
Si	9.508	12.24	5.528	0.063	-0.023	-0.069
Si	12.236	14.965	5.561	0.035	0.018	-0.046
Si	14.973	1.36	5.589	0.023	0.051	-0.006
Si	12.252	4.074	5.598	-0.022	-0.01	-0.021
Si	14.98	6.808	5.577	0.02	-0.047	-0.026
Si	12.259	9.512	5.567	-0.041	-0.018	-0.026
Si	14.992	12.244	5.552	-0.026	-0.002	-0.049
Si	2.74	0.002	6.93	0.014	-0.004	0.009
Si	5.444	2.715	6.94	-0.007	0.019	0.023
Si	2.736	5.444	6.939	-0.02	0.004	0.006
Si	5.443	8.161	6.91	0.019	-0.013	-0.005
Si	2.747	10.887	6.916	-0.004	-0.031	0.002
Si	5.451	13.599	6.916	-0.018	0.008	0.005
Si	8.159	-0.028	6.931	0.035	0.01	0.013
Si	10.877	2.705	6.943	0.028	0.014	0
Si	8.168	5.439	6.933	0.018	-0.014	0.002
Si	10.891	8.158	6.937	0.005	0.002	0.006
Si	8.159	10.878	6.911	-0.005	0.002	0.007
Si	10.876	13.59	6.918	-0.008	0.008	-0.005
Si	13.603	-0.005	6.943	0.003	-0.019	-0.002
Si	0.026	2.723	6.942	-0.043	-0.003	0.004
Si	13.62	5.444	6.95	-0.013	0.011	0.001
Si	0.029	8.172	6.928	-0.006	-0.019	0.008
Si	13.62	10.886	6.923	-0.017	0.02	0.004
Si	0.015	13.598	6.942	0.012	0.006	0.009
Si	1.379	1.356	8.311	-0.012	-0.003	-0.005
Si	4.093	4.084	8.312	0.028	0.015	0.005
Si	1.373	6.803	8.308	-0.008	-0.013	0.002
Si	4.094	9.52	8.295	-0.011	-0.003	0.002
Si	1.383	12.237	8.301	0.001	0.023	-0.001
Si	4.098	14.959	8.299	-0.001	0.014	-0.002
Si	6.804	1.344	8.303	-0.025	-0.027	-0.006
Si	9.523	4.075	8.309	-0.024	-0.015	0.005
Si	6.804	6.806	8.294	0.023	0.014	0.003
Si	9.524	9.526	8.295	0.021	0	0.001
Si	6.805	12.236	8.293	0.006	-0.006	0.002
Si	9.527	14.947	8.306	0.006	0.016	0
Si	12.248	1.356	8.316	0.014	0.022	0.006
Si	-1.336	4.082	8.314	0.029	0.028	0.005
Si	12.251	6.801	8.312	-0.017	-0.028	0.008
Si	-1.341	9.526	8.299	-0.002	-0.002	-0.003
Si	12.247	12.238	8.293	0.002	-0.008	-0.004
Si	-1.353	14.954	8.311	-0.037	-0.027	0.008
Si	0.013	-0.004	9.679	0.01	0.011	0
Si	2.734	2.72	9.685	-0.011	0.006	-0.001
Si	0.018	5.444	9.686	-0.029	0.003	0.009
Si	2.736	8.163	9.677	0.003	-0.006	-0.005
Si	0.019	10.881	9.676	-0.009	-0.008	0
Si	2.737	13.6	9.675	0	-0.009	-0.003
Si	5.448	-0.006	9.683	0.003	0.006	0.003
Si	8.162	2.711	9.676	0.018	0.012	-0.001
Si	5.453	5.445	9.679	-0.005	-0.017	0.004
Si	8.168	8.162	9.67	-0.012	-0.005	-0.003
Si	5.451	10.877	9.673	0.006	-0.002	-0.001
Si	8.166	13.59	9.677	0.009	0.007	0.001
Si	10.886	-0.01	9.68	0.004	-0.012	0.003
Si	13.616	2.72	9.68	-0.01	-0.009	-0.002
Si	10.889	5.437	9.678	0.016	0.006	0.009
Si	13.618	8.165	9.676	-0.003	-0.001	0.005
Si	10.889	10.879	9.671	-0.002	0.004	0.001
Si	13.606	13.592	9.678	0.001	0.019	0.005
Si	1.373	14.956	11.052	-0.01	0.003	0.002
Si	4.091	1.357	11.059	0.002	-0.006	0.001
Si	1.375	4.082	11.06	0.001	-0.001	0
Si	4.092	6.802	11.055	0.006	0.004	0.001
Si	1.374	9.519	11.051	-0.006	0.003	-0.003
Si	4.093	12.238	11.049	-0.002	0.003	-0.001
Si	6.808	14.953	11.053	-0.003	0.011	-0.005
Si	9.527	1.356	11.049	-0.002	0	-0.003
Si	6.806	4.077	11.051	-0.004	0.007	0.002
Si	9.529	6.802	11.047	0.002	-0.014	0
Si	6.809	9.518	11.049	0.012	0.002	0
Si	9.53	12.234	11.051	0.001	0.002	0
Si	12.249	14.953	11.053	0.001	0.004	0.003
Si	-1.345	1.358	11.053	-0.007	0	0.001
Si	12.253	4.08	11.051	0.001	0.006	0.001
Si	-1.346	6.803	11.054	0.009	-0.008	0.002
Si	12.252	9.522	11.048	-0.004	-0.002	-0.001
Si	-1.346	12.236	11.05	-0.005	-0.009	0.001
Si	2.731	-0.006	12.431	-0.005	0.017	-0.005
Si	5.446	2.723	12.433	0.01	-0.002	0.003
Si	2.734	5.443	12.434	0	-0.008	0
Si	5.45	8.163	12.428	0.004	-0.005	-0.001
Si	2.73	10.882	12.423	-0.003	-0.017	-0.004
Si	5.45	13.593	12.428	-0.005	0.004	0.003
Si	8.163	0.001	12.421	0.013	-0.018	-0.008
Si	10.892	2.717	12.419	-0.006	-0.001	0.001
Si	8.17	5.438	12.419	0.003	0.006	-0.006
Si	10.89	8.163	12.422	0.016	0	-0.001
Si	8.17	10.874	12.425	-0.008	-0.006	-0.005
Si	10.889	13.593	12.427	-0.001	0.002	0.003
Si	13.614	-0.006	12.421	-0.003	0.002	-0.005
Si	0.013	2.72	12.431	-0.001	0.003	-0.001
Si	13.611	5.443	12.426	-0.006	-0.008	0.003
Si	0.019	8.156	12.428	-0.023	0.004	0.001
Si	13.617	10.875	12.426	0.003	0.017	-0.002
Si	0.012	13.597	12.427	0.01	0.008	0
Si	1.37	1.355	13.804	0.002	-0.013	-0.005
Si	4.086	4.081	13.813	-0.012	0.012	0.003
Si	1.377	6.802	13.812	0.003	-0.004	0.001
Si	4.084	9.523	13.798	-0.007	0.033	-0.005
Si	1.374	12.239	13.802	-0.021	0.009	-0.002
Si	4.089	-1.369	13.804	0.017	-0.021	-0.001
Si	6.808	1.361	13.802	-0.02	0.013	-0.005
Si	9.528	4.076	13.79	0.022	-0.006	0.003
Si	6.813	6.798	13.794	-0.005	-0.019	-0.003
Si	9.53	9.518	13.802	-0.013	0	-0.003
Si	6.808	12.23	13.798	0.039	-0.004	0
Si	9.522	-1.36	13.788	-0.02	0.043	-0.003
Si	12.258	1.359	13.789	0.018	-0.017	-0.001
Si	-1.346	4.087	13.801	-0.008	0	-0.003
Si	12.249	6.804	13.798	-0.02	0.014	-0.001
Si	-1.342	9.513	13.799	0.03	-0.031	-0.001
Si	12.257	12.234	13.799	-0.003	-0.016	0.002
Si	-1.352	-1.366	13.8	-0.017	0.014	-0.005
Si	0.01	-0.01	15.172	0.008	0.019	-0.003
Si	2.719	2.719	15.185	0.003	-0.009	0.007
Si	0.011	5.445	15.185	0.005	-0.012	0.002
Si	2.736	8.169	15.185	-0.012	-0.017	-0.01
Si	0.02	10.872	15.17	-0.015	0.006	-0.015
Si	2.733	13.592	15.187	-0.004	0.023	-0.015
Si	5.446	-0.001	15.171	0.011	0.015	-0.008
Si	8.173	2.72	15.174	0	-0.001	0.006
Si	5.457	5.444	15.174	0.027	0.02	-0.008
Si	8.166	8.158	15.173	0.033	0.018	0.002
Si	5.439	10.88	15.174	-0.027	-0.041	-0.013
Si	8.168	13.598	15.161	-0.035	-0.024	-0.011
Si	10.887	0.003	15.15	-0.011	-0.041	-0.002
Si	-2.702	2.718	15.166	-0.026	-0.01	-0.018
Si	10.88	5.443	15.16	0.002	-0.002	-0.011
Si	-2.703	8.155	15.175	-0.004	0.013	0
Si	10.898	10.874	15.173	0.01	0.02	0.001
Si	13.611	13.594	15.179	0.048	0.03	0
O	-0.149	-2.543	29.407	0.059	0.144	-0.154
O	-0.596	9.044	27.773	-0.145	-0.079	-0.16
O	4.114	11.836	23.533	-0.004	0.224	-0.596
O	8.762	-2.754	32.721	0.2	-0.099	0.583
O	-1.537	8.482	32.625	-0.151	0.243	0.649
O	4.809	12.984	25.857	-0.006	-0.14	-0.179
O	-0.821	13.149	26.598	-0.116	0.018	-0.373
O	7.142	-0.703	23.385	-0.168	0.01	-0.315
O	4.299	7.095	23.515	0.018	0.33	-0.605
O	8.243	10.94	22.644	-0.117	-0.046	-0.323
O	1.561	1.728	24.645	-0.127	-0.095	-0.324
O	-1.836	11.68	23.555	0.268	0.226	-0.197
O	11.203	5.319	25.938	0.135	-0.036	-0.286
O	2.182	6.872	31.201	0.094	0.049	-0.072
O	10.24	10.555	31.021	-0.05	0.116	-0.008
O	-0.718	1.561	23.271	-0.156	-0.159	-0.211
O	6.504	6.011	24.505	0.147	-0.208	0.012
O	-2.345	0.756	31.634	0.171	-0.205	0.091
O	7.604	4.06	23.231	-0.205	0.049	-0.162
O	-0.698	7.233	25.83	-0.188	-0.283	-0.588
O	3.268	10.71	25.683	-0.067	-0.111	-0.113
O	8.521	-1.041	30.667	0.032	-0.146	0.282
O	-4.448	3.548	28.363	-0.19	-0.196	0.022
O	-2.096	11.086	28.501	-0.15	0.005	0.155
O	-4.743	-0.919	27.702	-0.253	0.097	-0.194
O	5.099	12.528	30.485	-0.301	0.014	0.546
O	4.146	-1.831	27.878	-0.184	-0.086	-0.286
O	1.947	9.467	30.721	-0.18	0.277	0.314
O	7.043	5.608	32.953	0.072	-0.1	0.669
O	10.373	0.473	29.546	0.041	-0.003	0.3
O	3.585	-0.556	30.065	-0.226	0.067	0.191
O	2.458	4.771	27.604	0.078	0.017	-0.102
O	8.646	3.171	32.625	-0.248	-0.024	0.534
O	6.52	9.072	23.298	0.074	0.087	-0.397
O	-2.187	8.958	29.977	-0.222	0.145	0.465
O	1.777	13.494	26.394	-0.197	0.299	-0.07
O	1.661	-0.856	28.31	0.064	-0.086	-0.166
O	3.134	11.527	31.924	0.105	-0.031	0.349
O	5.558	13.734	22.581	0.052	0.105	-0.6
O	4.583	6.174	28.398	-0.028	0.064	-0.034
O	0.642	0.938	32.682	-0.142	0.082	0.696
O	10.141	12.56	23.499	0.044	-0.215	-0.299
O	-3.5	1.078	28.778	0.003	-0.019	0.181
O	-3.471	4.531	33.683	0.211	-0.089	0.417
O	-0.646	12.707	33.462	0.219	-0.251	0.543
O	1.031	6.976	27.848	0.121	0.231	0.073
O	0.314	5.592	32.496	0.062	-0.241	0.796
O	6.49	7.963	28.876	0.096	0.174	-0.03
O	6.396	-1.322	26.696	-0.065	0.107	-0.356
O	3.402	8.749	32.69	0.189	0.337	0.562
O	0.671	3.817	23.323	0.234	0.017	-0.038
O	6.065	1.282	32.911	-0.061	-0.169	0.012
O	0.896	5.107	29.766	0.008	-0.153	0.3
O	-3.867	4.659	23.651	-0.134	-0.354	-0.637
O	2.725	-0.519	25.387	-0.054	0.31	-0.197
O	-3.27	8.922	27.493	-0.129	-0.117	0.102
O	-3.931	10.141	23.11	-0.24	-0.041	-0.396
O	11.369	-2.728	25.735	-0.036	-0.12	-0.608
O	5.919	10.74	25.288	0.323	0.109	-0.022
O	7.414	-0.799	33.654	0.25	0.039	0.333
O	9.558	8.619	32.872	-0.151	-0.195	0.485
O	0.658	11.223	25.495	-0.253	0.028	-0.537
O	4.847	3.702	27.37	0.022	0.112	-0.172
O	-3.847	-1.009	30.354	0.096	-0.153	0.366
O	5.455	2.663	22.612	0.101	0.066	-0.54
O	2.615	5.396	22.576	-0.043	0.201	-0.482
O	8.921	6.393	23.385	0.125	-0.029	-0.246
O	4.757	1.716	30.681	0.216	0.173	0.408
O	-1.828	9.079	24.321	0.161	0.133	-0.131
O	5.635	11.623	32.875	-0.144	0.264	0.247
O	-3.464	10.758	25.584	0.395	0.242	-0.647
O	0.208	8.146	22.412	-0.226	0.132	-0.45
O	-5.897	1.726	33.647	-0.2	-0.213	0.355
O	-3.407	10.053	33.527	-0.211	-0.089	0.52
O	9.225	0.938	23.38	0.085	0.008	-0.164
O	-0.903	-0.667	27.755	0.16	0.176	0.107
O	2.466	-2.995	29.611	-0.06	0.108	0.292
O	-2.316	-1.787	32.506	0.094	-0.13	0.478
O	4.976	7.072	33.694	-0.142	-0.049	0.447
O	8.596	9.341	27.996	0.156	0.233	0.27
O	-1.681	2.964	32.86	-0.073	0.128	0.561
O	6.671	10.553	29.433	-0.277	0.149	0.161
O	-4.441	-0.278	32.862	0.027	0.198	0.509
O	8.074	0.019	28.288	-0.106	-0.021	-0.002
O	11.776	-1.68	23.337	0.101	-0.104	-0.182
O	3.679	0.809	23.299	0.049	0.085	-0.518
O	6.209	12.782	28.124	0.076	-0.13	-0.077
O	-5.371	8.052	30.738	-0.14	-0.057	0.267
O	4.208	5.82	25.847	0.163	0.319	-0.461
O	7.971	0.48	25.655	0.31	0.175	-0.597
O	-0.452	7.176	30.582	0.119	0.205	-0.005
O	10.881	2.775	22.654	0.008	0.066	-0.372
O	2.109	1.621	30.479	0.028	-0.009	0.41
O	8.17	1.599	30.454	-0.212	0.244	0.445
O	10.768	8.124	22.626	0.045	0.157	-0.521
O	3.634	1.514	28.324	-0.308	-0.197	0.007
O	-4.88	12.092	32.781	-0.087	-0.174	0.639
O	3.963	1.826	25.722	-0.132	0.014	-0.5
O	9.645	4.867	28.018	-0.299	-0.249	0.047
O	5.55	8.162	25.595	-0.062	-0.04	-0.103
O	10.627	9.334	26.235	0.081	0.131	-0.275
O	4.205	8.182	30.141	-0.032	0.309	0.41
O	-0.614	2.894	25.516	0.049	-0.234	-0.384
O	-3.865	11.935	30.276	-0.067	-0.129	0.334
O	3.651	2.26	33.099	-0.216	0.05	0.355
O	8.076	9.144	25.444	-0.224	-0.088	-0.321
O	6.057	1.327	27.27	0.012	0.145	-0.108
O	-2.661	-1.384	25.979	-0.179	-0.2	-0.205
O	5.41	3.829	32.066	0.001	-0.162	0.163
O	-0.191	13.634	22.638	0.187	0.25	-0.2
O	-3.346	13.308	27.953	-0.078	0.059	-0.146
O	-3.293	6.945	25.09	0.079	0.06	-0.076
O	1.467	8.793	26.025	0.306	0.142	-0.106
O	-2.693	-0.008	22.604	0.064	-0.119	-0.613
O	8.637	4.845	25.552	-0.494	0.08	-0.463
O	4.134	-2.517	32.723	-0.284	-0.042	0.247
O	-4.717	11.085	27.91	0.008	-0.143	0.091
O	-1.931	2.865	27.831	0.217	-0.162	0.112
O	0.915	11.711	28.105	0.242	0.128	0.041
O	8.353	8.785	30.554	0.065	-0.058	0.427
O	7.486	10.003	33.623	0.157	0.176	0.717
O	-0.385	2.355	30.71	0	0.031	0.323
O	0.702	11.723	30.764	0.227	-0.379	0.256
O	7.702	12.804	30.35	0.11	0.005	0.162
O	9.32	7.122	26.708	0.089	-0.132	-0.007
O	-0.193	4.725	27.34	-0.202	0.204	-0.083
O	1.846	9.852	23.55	-0.08	-0.22	-0.82
O	10.247	-3.122	30.631	0.145	0.118	0.281
O	10.02	3.434	30.268	-0.16	-0.252	0.167
O	-2.855	3.086	30.391	0.009	-0.248	0.521
O	2.214	-0.915	33.543	-0.041	-0.146	0.547
O	2.266	4.412	33.644	-0.331	0.086	0.475
O	-2.553	4.613	25.983	-0.135	0.255	-0.26
O	-1.462	6.538	23.369	0.221	-0.17	-0.496
O	7.551	4.247	30.577	-0.089	-0.101	0.206
O	9.398	-1.453	24.547	0.006	-0.029	-0.128
O	0.058	-1.093	25.284	0.187	0.347	0.007
O	-5.197	6.129	32.592	-0.251	0.023	0.807
O	-4.948	5.649	29.906	0.096	0.353	0.204
O	0.976	10.558	33.053	0.101	-0.011	0.315
O	5.758	6.14	30.722	0.017	-0.164	0.651
O	0.091	-0.139	30.299	0.04	-0.049	0.439
O	-3.033	6.817	31.235	0.143	-0.33	0.426
H	1.393	-0.704	23.028	0.02	0.103	-0.165
H	1.907	-2.505	24.008	-0.025	0.154	0.159

Results
total energy: -101251.790 eV
total energy less fixed offsets of H -15.91, O -438.35, Si -107.03 eV per atom: -5.120 eV
